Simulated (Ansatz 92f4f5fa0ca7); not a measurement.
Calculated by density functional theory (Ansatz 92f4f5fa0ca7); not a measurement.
Periodic cell of 288 atoms, Si194O94, from a study of silicon, its oxide and their interface. The atomic structure is a simulated model.
Doubt: the cutoff is far below the 930 eV that the study's wrapper takes by default for these files, so forces and energies are approximate.

Settings: functional PBE; potential files Ansatz PAW; basis plane waves; wave-function cutoff 580 eV; density cutoff ratio 5; exchange-correlation grid ratio 1; k mesh 1 x 1 x 1, Gamma-centred; self-consistency stop 5e-08 eV per atom in the density residual; occupations fixed; spin none; net charge 0.

Cell vectors (angstrom)
a 11.6015 0 0
b 0 10.938 0
c 0 0 41.4001

Atoms and the computed forces on them: element, x, y, z (angstrom), force x, y, z (eV/angstrom)
Si 0 0 0.9665 -0.0073 0.0634 0.0067
Si 3.8672 0 0.9665 -0.0116 0.0212 -0.009
Si 7.7343 0 0.9665 0.008 0.0666 0.0348
Si 1.9336 1.3673 0.9665 -0.0042 0.0432 -0.0114
Si 5.8008 1.3673 0.9665 -0.003 -0.1972 0.0203
Si 9.6679 1.3673 0.9665 0.0155 -0.1001 -0.0133
Si 0 5.469 0.9665 0.0001 0.1534 0.0237
Si 3.8672 5.469 0.9665 0.0055 0.0284 -0.0048
Si 7.7343 5.469 0.9665 0.0088 -0.0502 -0.0477
Si 1.9336 6.8362 0.9665 0.0235 -0.0392 0.0149
Si 5.8008 6.8362 0.9665 0.0035 -0.0962 0.0042
Si 9.6679 6.8362 0.9665 -0.0336 -0.0052 -0.0263
Si 1.9336 2.7345 40.433 -0.0106 -0.0598 0.0383
Si 5.8008 2.7345 40.433 0.0444 0.1335 0.0132
Si 9.6679 2.7345 40.433 -0.0085 0.1526 -0.0504
Si 0 4.1018 40.433 -0.0113 -0.0962 0.027
Si 3.8672 4.1018 40.433 -0.0045 -0.0178 0.0033
Si 7.7343 4.1018 40.433 -0.0172 0.0087 -0.01
Si 1.9336 8.2035 40.433 -0.0562 0.0301 -0.0126
Si 5.8008 8.2035 40.433 -0.0006 0.0797 -0.0131
Si 9.6679 8.2035 40.433 0.0063 0.0385 -0.0198
Si 0 9.5708 40.433 0.0077 -0.0511 0.0091
Si 3.8672 9.5708 40.433 0.008 -0.071 -0.0339
Si 7.7343 9.5708 40.433 -0.0203 -0.0378 0.0006
Si 0 0 4.8337 0.0744 0.1859 -0.0662
Si 3.8672 0 4.8337 0.1777 0.1652 -0.3866
Si 7.7343 0 4.8337 -0.069 0.2479 0.1645
Si 1.9336 1.3673 4.8337 -0.0437 -0.0174 -0.3697
Si 5.8008 1.3673 4.8337 -0.1926 -0.1336 0.8882
Si 9.6679 1.3673 4.8337 0.1469 -0.3748 -0.1784
Si 0 5.469 4.8337 -0.1755 0.0039 0.9383
Si 3.8672 5.469 4.8337 0.1139 0.2108 -0.1761
Si 7.7343 5.469 4.8337 -0.0634 -0.0922 -0.5464
Si 1.9336 6.8362 4.8337 -0.0423 -0.1989 -0.0134
Si 5.8008 6.8362 4.8337 0.0524 -0.1329 0.1286
Si 9.6679 6.8362 4.8337 0.1347 -0.1168 -0.4075
Si 1.9336 2.7345 2.9001 0.0468 -0.0785 -0.0203
Si 5.8008 2.7345 2.9001 0.0122 0.3334 0.173
Si 9.6679 2.7345 2.9001 -0.037 0.0929 0.025
Si 0 4.1018 2.9001 0.0134 -0.2661 0.1089
Si 3.8672 4.1018 2.9001 -0.0244 -0.019 -0.0265
Si 7.7343 4.1018 2.9001 0.0247 0.1699 -0.1302
Si 1.9336 8.2035 2.9001 -0.038 0.0349 -0.0542
Si 5.8008 8.2035 2.9001 0.0264 0.0974 0.0088
Si 9.6679 8.2035 2.9001 -0.0131 -0.0573 -0.0881
Si 0 9.5708 2.9001 0.0336 -0.0949 0.0611
Si 3.8672 9.5708 2.9001 0.005 0.0088 -0.027
Si 7.7343 9.5708 2.9001 -0.0291 -0.0976 0.0047
Si 4.8207 3.4422 29.7125 0.2216 -0.2479 -0.1054
Si 7.1583 -4.0251 27.6523 0.0826 -0.0337 0.1098
Si 5.7153 -4.2759 20.6073 -0.1495 0.0627 -0.0535
Si -2.2105 6.4754 30.9078 0.2882 -0.0782 -0.1739
Si 10.4913 4.103 31.1123 0.1125 -0.1996 -0.0098
Si 4.3527 -0.1555 25.928 0.0574 0.0971 0.0328
Si 0.189 6.0308 20.9991 0.1006 0.0906 -0.1035
Si 7.4204 0.7772 31.5038 -0.1053 0.1472 -0.3259
Si 5.9734 4.7251 31.3239 0.3197 0.0169 0.2748
Si -3.7055 8.1673 17.4871 0.0289 0.176 -0.1691
Si 1.9533 7.9614 32.5601 0.2129 -0.1707 -0.0349
Si 5.0575 1.4421 30.8744 0.0269 -0.0428 -0.0438
Si 1.6823 2.3273 32.883 -0.0115 -0.0516 0.074
Si 9.1854 2.4106 32.1917 -0.0923 0.1629 -0.1318
Si 7.4891 3.8452 32.9255 -0.2046 0.1132 0.1268
Si 4.0606 4.8395 32.6205 -0.0312 0.4118 0.0254
Si 1.1437 7.6931 27.6303 0.1325 0.1277 -0.015
Si 4.0078 2.535 32.7306 -0.4659 -0.1452 0.2157
Si 5.9934 8.1805 32.4597 -0.0323 0.2385 0.0821
Si 3.2169 10.879 30.573 0.0115 -0.0358 -0.0581
Si 13.7763 5.6924 31.5336 0.0985 0.2335 -0.1188
Si 5.0225 13.3735 24.5695 -0.1126 -0.1723 0.2114
Si 1.0675 11.734 31.2494 -0.0286 -0.0157 0.2173
Si 3.8453 9.3467 32.3715 -0.0169 0.0266 0.0634
Si -0.0679 -0.1765 34.5899 0.1238 0.5809 -0.0113
Si 3.6888 -0.3161 34.5232 0.099 0.2841 -0.0466
Si 8.0562 -0.1346 34.6132 0.0418 0.3226 0.0925
Si 1.8271 1.1288 34.8387 0.1083 -0.2257 -0.0979
Si 4.9455 1.6207 34.696 -0.2495 -0.2137 -0.4404
Si 9.7746 1.4164 34.4234 0.476 -0.3079 -0.1451
Si 0.0724 5.522 34.7039 -0.0229 0.1476 -0.154
Si 3.9396 5.682 34.7706 0.033 -0.0113 -0.032
Si 7.779 5.4868 34.5995 0.0493 0.1554 -0.0444
Si 1.9542 6.9459 34.7037 0.0381 -0.1019 0.0435
Si 5.9066 6.9566 34.5602 0.0031 -0.0921 0.0476
Si 9.7302 6.8888 34.5325 -0.017 0.0524 -0.0278
Si 1.9259 2.7286 36.5737 0.0503 -0.0668 0.1305
Si 5.7321 2.776 36.5902 -0.0044 0.1447 0.1311
Si 9.661 2.7051 36.4844 -0.047 0.0333 -0.1063
Si -0.0181 4.087 36.5747 -0.0292 -0.1021 -0.0487
Si 3.8413 4.147 36.5716 0.0203 0.0069 0.0921
Si 7.7271 4.1061 36.5289 0.0058 -0.089 -0.0008
Si 1.916 8.2475 36.6315 0.0293 0.1251 -0.022
Si 5.8376 8.2191 36.5523 0.0599 0.1597 0.0166
Si 9.6481 8.1612 36.5509 -0.0389 -0.0039 0.0595
Si -0.0554 9.5392 36.5959 -0.1003 -0.0832 0.0015
Si 3.8829 9.532 36.595 -0.0776 -0.2228 -0.1082
Si 7.7592 9.5808 36.5918 0.0192 -0.0211 0.1362
Si 0 0 38.4994 -0.1021 0.1384 -0.0514
Si 3.8672 0 38.4994 0.0577 0.1909 -0.1329
Si 7.7343 0 38.4994 0.1295 0.2004 0.1077
Si 1.9336 1.3673 38.4994 0.027 0.0975 0.1103
Si 5.8008 1.3673 38.4994 -0.0577 -0.0725 -0.0218
Si 9.6679 1.3673 38.4994 0.0012 -0.0153 -0.2982
Si 0 5.469 38.4994 0.0137 0.0114 0.0976
Si 3.8672 5.469 38.4994 -0.1663 0.24 0.1373
Si 7.7343 5.469 38.4994 -0.028 -0.2013 -0.0078
Si 1.9336 6.8362 38.4994 -0.059 -0.1701 0.1964
Si 5.8008 6.8362 38.4994 0.1274 -0.0822 -0.1978
Si 9.6679 6.8362 38.4994 -0.0723 -0.2165 -0.1021
Si 1.9387 2.794 6.6755 -0.0398 0.103 0.1221
Si 5.7442 2.7294 7.0217 0.0136 0.2826 -0.0695
Si 9.658 2.5992 6.8071 -0.0879 0.0623 0.0121
Si -0.0496 4.0344 6.9582 0.075 -0.1852 -0.016
Si 3.8677 4.1679 6.7687 -0.1082 -0.0592 0.1588
Si 7.7238 3.9278 6.5763 0.0661 -0.067 0.1433
Si 1.9602 8.2212 6.7309 0.0236 0.0823 0.0044
Si 5.8531 8.1988 6.7787 -0.1005 -0.0486 0.1041
Si 9.7062 8.2982 6.63 0.0375 -0.0182 0.0666
Si 0.05 9.6062 6.7739 -0.1253 0.0601 0.0448
Si 3.912 9.5261 6.6732 0.0335 0.054 -0.051
Si 7.7508 9.5897 6.7812 0.0452 -0.0638 -0.0868
Si 0.0601 0.0525 8.7159 0.0202 -0.0624 0.054
Si 3.7992 -0.1503 8.6233 -0.3026 0.2259 -0.1334
Si 7.9053 -0.4648 8.9816 -0.0722 -0.1744 0.2329
Si 1.9928 1.3951 8.5182 0.1776 -0.0179 -0.1117
Si 5.8069 2.7424 9.6703 -0.1185 0.1249 -0.1661
Si 9.5866 1.2567 8.814 0.043 0.1827 -0.0268
Si -0.0227 4.1827 9.5035 0.1493 0.1141 -0.2396
Si 3.8392 5.5423 8.7198 0.1443 -0.1356 -0.0659
Si 7.821 5.4114 8.3036 0.3336 0.0186 -0.2296
Si 2.1548 7.2124 8.8402 -0.0665 0.0797 0.249
Si 5.9158 6.7382 8.664 -0.1389 -0.0403 -0.0199
Si 9.6029 6.9857 8.5226 0.0326 -0.1154 -0.1437
Si 2.3713 -1.9533 15.2003 -0.014 0.0441 0.0187
Si 7.6143 4.2944 10.3229 -0.1801 0.1912 0.0619
Si 6.0797 1.3734 15.0036 -0.0092 -0.0027 -0.0231
Si 1.3629 1.0354 12.0633 0.1061 0.2054 0.2792
Si 1.7966 2.7927 10.3741 -0.0948 -0.1435 0.1035
Si 3.6912 5.1428 12.5688 0.3425 -0.2107 -0.392
Si 3.8581 3.9618 10.4882 -0.0638 0.0383 -0.0361
Si 2.8361 9.1848 10.0596 -0.0145 -0.3257 0.087
Si 9.6483 3.0877 10.3769 -0.1062 -0.1391 0.3278
Si 2.9081 6.7827 22.0379 0 0.022 0.1043
Si 6.5388 6.896 15.2095 0.0647 0.0037 -0.0752
Si 12.7327 9.6263 17.6667 -0.0311 -0.0187 -0.0163
Si -4.5416 -4.1542 10.7899 -0.21 -0.1319 0.1172
Si 7.2471 -1.2465 26.2433 -0.0103 0.0008 0.0127
Si 9.4097 1.4297 18.6932 0.0672 -0.1999 -0.2526
Si -0.9099 2.546 13.3435 0.021 -0.264 -0.0728
Si 5.5857 -3.2763 12.4273 0.2365 -0.199 -0.0531
Si 5.789 0.3237 9.8479 0.1026 -0.2938 0.1175
Si 1.0565 4.8581 14.1577 0.0377 -0.0527 0.1215
Si 2.4892 7.1568 17.394 -0.1346 0.1199 0.0495
Si 11.6209 6.5288 9.69 0.2113 -0.116 -0.199
Si 0.7332 10.0125 10.7951 0.1401 0.1682 -0.0866
Si 10.8458 8.1857 11.2241 0.126 0.0998 0.5316
Si 8.741 8.4321 10.1674 -0.4171 0.1376 -0.0995
O 10.6018 6.9379 20.3324 -0.115 -0.0516 0.0062
O 8.9068 4.6977 22.538 -0.121 -0.0491 0.0366
O 23.8506 11.9505 23.1185 -0.0381 0.0086 -0.0672
O 2.7237 16.5262 23.1462 0.0022 0.0583 -0.014
O 6.2335 18.8428 13.9559 -0.1246 -0.0098 -0.0299
O 21.5459 -0.5581 23.2189 0.0516 0.0006 -0.0659
O 15.1536 20.4795 14.2699 -0.0511 -0.1079 0.288
O -1.2524 -2.8492 15.4047 0.0697 -0.0973 0.0336
O 11.4046 27.5222 22.5401 -0.0769 0.0419 0.0161
O -0.6949 3.0606 22.3811 -0.1442 0.0038 -0.0368
O 2.6787 7.4935 15.799 0.0666 -0.0691 -0.0812
O -11.0354 3.6105 17.6627 -0.1193 -0.0296 0.0553
O -5.0382 18.0589 29.1666 0.1233 0.0679 0.3266
O -6.0779 14.3808 28.1935 -0.0847 0.1034 0.1548
O 4.0916 3.3948 23.656 -0.0021 0.0488 -0.06
O -29.51 4.1244 16.3202 0.0101 -0.0187 -0.0206
O 3.8683 -6.1189 26.6419 -0.0301 0.0784 -0.0317
O -7.2701 -11.1764 22.3785 0.0404 0.0004 -0.055
O -10.1083 9.1206 28.3401 -0.1952 -0.2073 -0.1828
O -8.5244 8.2567 22.7286 -0.0119 -0.0274 -0.046
O 1.6233 3.5419 24.5821 -0.0726 -0.0292 -0.0526
O -0.9105 26.2387 24.7241 -0.0919 0.0562 -0.1595
O -7.903 -0.551 27.3545 0.1253 -0.0496 -0.3314
O 6.7573 -5.5123 14.5334 0.0051 0.0163 0.0644
Si 2.6144 -6.9624 23.3705 0.0277 -0.0669 0.0529
Si 9.361 17.1325 19.511 0.2616 0.1838 -0.324
Si -1.766 10.2277 27.6267 0.0227 -0.1057 -0.1213
Si -9.0984 4.205 29.6458 -0.1312 -0.1222 0.1125
Si 0.1665 21.9842 20.065 0.1062 -0.1004 0.0327
Si -11.8023 8.7829 25.2315 -0.1006 0.0149 -0.0211
Si 12.2682 2.2478 22.0287 0.1474 -0.0512 0.1074
Si -14.1161 20.0204 23.7516 0.0323 0.0423 0.1749
Si -1.6706 -3.5352 28.8036 0.0208 -0.1001 0.2926
Si -11.6364 10.4814 22.9304 -0.09 0.0457 0.0589
Si 6.6858 2.3203 19.7683 -0.1492 -0.1014 -0.1145
Si -13.41 -2.713 32.4856 0.0589 -0.1254 0.1754
Si -14.1065 12.0237 15.5166 -0.0152 -0.2 -0.1887
Si -12.1194 14.9968 18.7944 0.1407 0.1062 -0.2003
Si -9.185 21.4087 28.3446 0.2377 0.1204 0.4744
Si 0.3886 3.8287 25.5971 0.1503 -0.0984 0.2748
Si 2.4871 -5.7761 27.4897 0.0544 -0.2216 0.128
Si 4.7698 9.6353 11.3753 -0.0346 0.1589 -0.0915
Si 0.1262 12.5978 27.8391 0.2124 0.3271 0.3151
Si -6.157 4.3474 26.8363 -0.1505 -0.0875 0.0724
Si -5.8781 33.4678 22.1963 -0.0532 -0.0051 0.1544
Si 0.1722 -1.3228 32.4913 0.0008 0.108 -0.0925
Si -11.7655 29.58 14.2579 -0.1718 0.1597 0.0651
Si -9.6114 15.0227 17.0249 0.1283 0.0201 0.0958
Si -15.3478 -1.3123 32.6115 -0.14 0.0589 -0.0136
Si -1.5259 9.5057 16.1317 0.0367 0.1091 -0.1529
Si -15.119 15.8553 21.1132 -0.0662 0.063 0.0043
Si -5.8806 4.1947 14.7421 -0.0033 -0.0003 0.0222
Si -6.2985 7.3677 17.8448 -0.0899 0.2187 -0.0652
Si -16.2167 17.6742 30.7643 -0.417 -0.2328 -0.4097
Si -19.036 -1.6149 23.2983 0.0168 0.0345 0.0847
Si -4.6761 12.6012 33.6236 -0.3484 -0.353 0.5063
Si -22.6873 -8.1575 29.845 0.1004 0.1378 -0.0845
Si -4.8247 19.8322 22.1628 -0.0253 0.0722 0.1683
Si 0.5817 15.3486 32.6995 -0.2272 -0.2346 0.1759
Si -19.2077 -0.2024 13.2554 0.1062 -0.1112 -0.8016
Si 4.7958 2.8594 17.228 -0.0711 -0.0136 -0.1585
Si 10.4319 4.4503 23.0874 0.1909 -0.1085 0.143
O 1.8381 15.0734 15.4024 -0.1114 0.0136 -0.075
O 8.2565 21.3561 27.2946 0.0077 -0.0082 -0.0503
O -18.7776 -6.5893 13.7838 0.03 -0.0085 0.1871
O -5.8741 1.5807 20.8672 0.0139 0.0443 -0.0769
O -6.4906 12.46 16.3231 0.0028 0.0036 0.0653
O 6.7918 -2.7257 26.7475 -0.0278 -0.0695 -0.0095
O -2.7956 28.6615 27.7488 -0.019 0.0327 -0.1947
O 10.1186 35.6281 19.164 -0.0369 0.0695 0.1264
O 10.1424 -2.9023 24.464 0.0427 0.0408 0.0191
O -1.6881 9.0613 28.7758 -0.0428 -0.0819 0.044
O -4.6577 32.3913 22.0108 -0.0158 -0.0401 -0.0371
O 6.482 16.5419 26.9491 0.018 0.0326 -0.0487
O 0.1717 -0.8973 21.3644 -0.008 0.0195 -0.0492
O 13.6986 5.1481 12.9317 -0.2429 0.0551 0.0138
O -7.8477 -12.1232 24.8118 -0.0207 -0.0485 -0.1041
O -10.9355 9.5392 24.0668 0.0178 -0.0305 -0.0044
O -11.3112 15.5863 20.1009 -0.0008 -0.0229 0.0615
O 5.9549 -0.3035 26.0984 0.0755 -0.0084 -0.0444
O -1.3285 11.1605 19.4004 -0.0691 0.0688 0.0153
O 19.593 31.4976 24.8106 -0.0099 -0.025 -0.0586
O -5.641 1.5704 23.5415 0.0512 0.0056 -0.1152
O -21.6983 22.6315 27.7263 -0.1186 -0.0387 -0.0757
O 5.3154 -4.1297 16.3064 0.0031 0.0354 -0.018
O 8.7962 31.3344 17.1426 -0.0129 -0.0726 0.0634
O -7.4868 -9.5344 25.4834 -0.0496 0.023 -0.1215
O -10.3944 8.0062 17.9602 0.0269 -0.0433 0.0159
O -5.3947 8.2198 20.7943 0.0532 -0.0809 -0.0675
O -11.9019 9.9865 17.0475 -0.0267 -0.0159 0.0434
O -26.5523 19.2516 22.5732 -0.0765 0.0289 -0.0922
O -17.5636 2.8221 18.6116 0.139 0.0209 0.1926
O -38.8832 3.5282 20.4611 -0.0091 0.0438 0.1
O -1.961 2.2743 14.5596 0.0298 0.1185 -0.0213
O -17.4344 17.235 19.0031 0.023 -0.0416 0.0914
O 6.7197 38.5627 21.4911 0.059 -0.0833 0.0647
O 11.4307 14.9006 13.6008 0.0344 0.164 -0.01
O 0.4066 -4.6862 14.6644 -0.0033 -0.1346 0.0269
O -20.8689 38.3827 17.6297 0.0207 0.0218 -0.0416
O -11.6715 2.5007 26.4386 -0.0536 -0.0449 -0.22
O 12.894 21.4399 19.0143 -0.0288 0.011 0.0422
O -16.8377 8.6248 17.8626 -0.0344 -0.1513 0.0528
O 9.8545 2.5711 11.9557 0.0295 0.1422 -0.365
O -15.3645 12.2756 19.1374 -0.0164 0.0385 0.1026
O -20.4289 11.7978 12.9628 -0.2083 -0.071 -0.2041
O 15.8059 6.4373 21.1321 0.0612 -0.0289 -0.0473
O 21.6643 5.2617 18.3231 -0.0445 0.005 0.1509
O -10.947 -9.3478 20.5411 -0.0142 0.0721 0.0006
O 13.2037 -4.1097 21.0573 -0.0597 -0.046 -0.0128
O -0.1363 6.9951 28.3706 -0.104 -0.0571 0.0252
O 1.0159 19.7873 14.289 0.031 -0.007 -0.0463
O -4.0909 11.6825 15.3954 -0.0162 -0.0115 0.0629
O -24.9792 21.5875 15.0046 -0.0169 0.0377 0.1465
O 5.3115 11.4508 13.8748 0.0892 0.1098 0.2635
O -2.1257 12.3446 17.0616 0.0128 0.0783 0.1597
O -17.3224 3.4031 25.5715 0.0671 0.0892 -0.0377
O -20.0188 3.0502 17.4648 -0.0423 -0.0011 0.0181
O -9.3693 9.9876 16.5033 -0.0341 -0.0171 -0.0429
O 0.2396 12.3221 13.2337 -0.0551 0.0315 -0.0536
O -14.6797 7.3525 18.7351 0.0755 -0.1671 0.2107
O -18.9755 17.6347 12.5372 0.1278 0.123 0.0533
O -12.4783 -1.1228 26.3119 -0.015 0.0226 -0.0179
O -19.4298 -3.1625 18.2031 0.1418 -0.0488 -0.021
O 0.8035 18.7464 26.0297 0.0238 -0.001 0.0346
O -16.7493 -8.1231 14.3307 0.0178 0.0044 0.029
O -1.1886 0.7162 28.132 0.0438 0.0081 -0.012
O -0.8939 -3.2499 12.8134 0.1309 0.1038 -0.2892
O 12.6729 15.7906 26.6853 0.0237 0.0933 -0.0802
O -9.1186 -4.1548 27.7603 -0.0385 -0.0065 -0.0716
O -15.3617 -3.6565 16.1006 -0.018 -0.0112 0.0405
O -5.9561 -2.3397 23.3268 0.0639 -0.0492 -0.0615
O 13.5975 3.1937 22.0741 -0.0361 -0.0272 -0.0454

Results
free energy: -176779.628 eV
free energy less fixed offsets of O -568.88, Si -635.61 eV per atom: 3.432 eV

The program warned: the cutoff lies below the one the program advises for these potential files; the forces do not sum to zero within the program's tolerance; the exchange-correlation potential is rough where the density is thin.
